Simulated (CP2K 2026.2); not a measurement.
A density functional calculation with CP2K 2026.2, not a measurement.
Periodic cell of 504 atoms, Si360O144, from a study of silicon, its oxide and their interface. The atomic structure is a simulated model.
Doubt: the forces sum to 2.09 eV/angstrom along one axis rather than to zero, so they err by at least 0.0041 eV/angstrom per atom on average; the grid cutoff is modest.

Settings: functional PBE; method Gaussian and plane waves; basis set DZVP-MOLOPT-SR-GTH; pseudopotentials GTH-PBE; grid cutoff 350 Ry, relative cutoff 50 Ry; k points Gamma only; occupations fixed; spin none; net charge 0.

Cell vectors (angstrom)
a 16.32 0 0
b 0 16.32 0
c -2.7625 -2.2774 33.3819

Atoms and the computed forces on them: element, x, y, z (angstrom), force x, y, z (eV/angstrom)
Si -1.659 12.932 33.288 0.166 -0.096 0.726
Si 4.363 1.186 0.011 -0.102 0.074 0.734
Si 1.045 4.375 0.003 0.13 -0.217 0.753
Si 3.77 6.963 0.325 0.049 0.062 0.71
Si -1.135 6.896 33.299 -0.193 0.221 0.726
Si 1.701 9.602 33.333 -0.279 0.228 0.811
Si 3.77 12.931 33.317 0.166 -0.113 0.8
Si 9.274 1.772 0.332 -0.172 -0.213 0.797
Si 7.094 3.942 0.086 -0.239 0.09 0.751
Si 6.994 4.09 33.279 -0.105 0.439 0.678
Si 6.592 9.552 0.176 0.264 -0.073 0.691
Si 9.984 11.977 0.127 -0.314 0.136 0.784
Si 12.379 14.793 0.263 -0.13 0.193 0.783
Si 15.13 1.059 0.006 -0.034 0.168 0.804
Si 12.011 4.169 0.113 0.202 -0.119 0.75
Si 15.107 6.554 0.115 -0.1 0.165 0.79
Si 12.235 9.756 0.101 0.056 -0.345 0.76
Si 14.634 12.612 0.096 0.255 -0.251 0.775
Si 2.723 0.007 1.231 -0.011 -0.002 -0.052
Si 5.469 2.761 1.343 0.003 -0.013 -0.051
Si 2.557 5.417 1.506 -0.036 -0.056 -0.034
Si 5.386 8.126 1.534 -0.002 -0.016 -0.032
Si 2.727 10.85 1.204 -0.003 -0.004 -0.103
Si 5.47 13.572 1.269 -0.007 -0.003 -0.054
Si 8.11 0.006 1.328 -0.029 -0.013 -0.09
Si 10.848 2.826 1.639 0.007 0.032 -0.025
Si 8.217 5.458 1.439 0.057 0 -0.058
Si 10.914 8.092 1.161 -0.012 -0.041 -0.054
Si 8.24 10.834 1.296 0.021 -0.006 -0.063
Si 10.884 13.585 1.54 -0.006 -0.007 -0.009
Si 13.617 0.019 1.467 0.008 0.021 -0.015
Si -0.029 2.694 1.266 -0.004 -0.004 -0.038
Si 13.589 5.35 1.398 -0.032 -0.01 -0.035
Si 0.003 8.158 1.331 0.007 -0.021 -0.065
Si 13.673 10.947 1.46 -0.024 0.018 -0.03
Si 0.001 13.67 1.328 -0.006 0.028 -0.073
Si 1.392 1.38 2.641 -0.008 -0.015 0.006
Si 4.064 4.074 2.711 0 -0.005 -0.004
Si 1.255 6.813 2.825 -0.018 0.017 0.053
Si 4.018 9.565 2.758 -0.035 0.006 0.046
Si 1.376 12.229 2.601 0.01 0.005 -0.013
Si 4.049 14.917 2.621 0.033 0.027 -0.001
Si 6.782 1.371 2.741 0.028 0.027 0.037
Si 9.513 4.187 2.931 -0.036 0.024 0.055
Si 6.819 6.783 2.777 0.009 -0.01 0.03
Si 9.572 9.438 2.642 0.021 -0.033 0.023
Si 6.871 12.244 2.653 -0.015 -0.008 -0.016
Si 9.462 14.983 2.743 -0.033 0.044 -0.013
Si 12.241 1.368 2.808 0.016 -0.008 0.016
Si 14.945 3.994 2.732 0.021 -0.019 0.015
Si 12.239 6.802 2.67 -0.025 0.025 0.018
Si 15.025 9.539 2.722 -0.015 -0.056 0.017
Si 12.279 12.237 2.852 0.029 0.013 0.041
Si 14.991 14.974 2.792 -0.011 -0.022 0.033
Si 0.051 0.037 4.076 -0.023 0.023 -0.022
Si 2.725 2.705 4.067 -0.028 -0.002 -0.009
Si -0.072 5.401 4.123 0.003 0.014 -0.004
Si 2.685 8.174 4.118 0.007 -0.015 -0.023
Si 0.055 10.898 4.056 0.008 0.027 0.002
Si 2.716 13.577 4.017 -0.013 0.019 -0.008
Si 5.397 -0.027 4.037 0.005 0.009 -0.045
Si 8.136 2.721 4.142 0.015 -0.047 -0.029
Si 5.432 5.417 4.09 0.005 -0.015 -0.003
Si 8.192 8.166 4.084 0.044 0.019 -0.008
Si 5.455 10.922 4.041 0.002 -0.004 -0.024
Si 8.143 13.598 4.091 -0.004 -0.024 0.007
Si 10.86 -0.008 4.106 -0.004 -0.027 0.006
Si 13.606 2.703 4.153 0.004 0.035 -0.004
Si 10.921 5.536 4.176 0.002 0.007 -0.003
Si 13.608 8.167 4.043 -0.013 -0.012 -0.051
Si 10.882 10.816 4.082 -0.021 -0.003 -0.03
Si 13.636 13.615 4.158 0.02 0.012 0.002
Si 1.382 14.974 16.304 0.011 0.01 -0.013
Si 4.064 1.335 16.322 0.002 -0.016 0.012
Si 1.333 4.093 16.284 -0.015 0.012 0.004
Si 4.073 6.827 16.356 0.015 0.001 0.011
Si 1.361 9.529 16.36 0.008 0.001 0.016
Si 4.081 12.245 16.312 -0.008 0.018 0.01
Si 6.788 14.944 16.326 -0.02 0.007 0.004
Si 9.523 1.349 16.31 0.001 -0.02 0.006
Si 6.765 4.09 16.287 0.001 0.006 0
Si 9.517 6.818 16.239 0.004 -0.011 -0.012
Si 6.778 9.52 16.321 0.003 -0.009 0.014
Si 9.519 12.205 16.368 0.016 -0.009 0.022
Si 12.243 14.938 16.344 -0.016 0.006 0
Si 14.967 1.373 16.314 -0.004 0.016 0
Si 12.305 4.097 16.282 0.012 -0.004 -0.007
Si 14.96 6.775 16.284 -0.022 0.003 -0.001
Si 12.205 9.513 16.279 0.002 -0.016 -0.005
Si -1.328 12.241 16.314 -0.02 0.018 0.015
Si 2.69 0.009 17.719 0.007 -0.019 0.052
Si 5.415 2.717 17.648 0.008 0.028 0.015
Si 2.657 5.461 17.648 -0.011 0.012 0.02
Si 5.436 8.197 17.739 -0.021 -0.012 0.019
Si 2.761 10.892 17.708 -0.024 -0.007 0.007
Si 5.403 13.609 17.694 0.012 0.026 0.035
Si 8.148 -0.013 17.672 0.029 0.015 -0.013
Si 10.963 2.708 17.585 0.005 -0.017 0.029
Si 8.111 5.517 17.575 -0.002 0.024 -0.008
Si 10.884 8.112 17.639 -0.014 0.019 0.043
Si 8.143 10.82 17.715 0.022 0.002 0.035
Si 10.888 13.575 17.728 0.024 0.032 0.005
Si 13.641 -0.021 17.666 -0.01 0 0.024
Si -0.029 2.777 17.675 -0.02 -0.022 -0.005
Si 13.641 5.443 17.709 -0.012 -0.003 0.001
Si -0.044 8.135 17.653 -0.009 -0.006 0.007
Si 13.559 10.893 17.6 0.006 0.005 -0.002
Si 0.092 13.574 17.662 0.001 -0.011 -0.018
Si 1.303 1.429 19.031 0.02 0.01 -0.033
Si 3.986 4.059 18.961 -0.028 -0.02 -0.03
Si 1.311 6.811 19.047 -0.03 -0.011 -0.009
Si 4.084 9.565 19.136 0.045 -0.015 0.015
Si 1.449 12.256 19.092 0.007 0.079 -0.008
Si 4.043 14.958 19.101 -0.01 -0.052 -0.025
Si 6.803 1.385 19.006 -0.03 -0.011 -0.041
Si 9.593 4.189 18.756 0.023 0.013 -0.069
Si 6.784 6.795 19.072 0.02 -0.01 0.001
Si 9.47 9.347 19.037 -0.047 0.006 -0.056
Si 6.762 12.227 19.03 -0.031 -0.017 -0.012
Si 9.497 14.951 19.051 0.002 -0.015 -0.009
Si 12.298 1.361 19.012 0.017 0.034 -0.036
Si -1.318 4.122 19.131 -0.004 0.023 0.01
Si 12.29 6.832 19.043 0.04 -0.009 -0.026
Si -1.465 9.501 18.932 -0.018 -0.038 -0.042
Si 12.273 12.189 19.069 -0.006 -0.007 -0.009
Si -1.266 14.921 18.98 -0.017 0.03 -0.016
Si 0.017 0.007 20.374 -0.005 -0.014 0.076
Si 2.614 2.81 20.418 -0.043 0.009 0.036
Si 0 5.516 20.548 0.001 -0.018 0.073
Si 2.662 8.182 20.406 -0.002 0.013 0.038
Si 0.006 10.777 20.174 0.026 -0.044 0.025
Si 2.776 13.547 20.612 0.062 0.031 0.063
Si 5.371 0.114 20.398 -0.05 0.067 0.039
Si 8.314 2.846 20.074 -0.021 -0.043 0.031
Si 5.32 5.413 20.283 0.008 0.033 0.027
Si 8.163 8.004 20.571 0.094 -0.003 0.06
Si 5.479 10.896 20.525 0.006 -0.015 0.056
Si 8.098 13.598 20.388 0.041 0.056 0.068
Si 10.911 -0.015 20.351 -0.022 -0.057 0.054
Si 13.656 2.716 20.445 0.02 -0.042 0.068
Si 10.875 5.421 20.256 0.002 0 0.087
Si 13.547 8.268 20.461 -0.075 0.029 0.036
Si 10.847 10.743 20.3 0.041 -0.009 0.043
Si 13.781 13.518 20.353 0.012 -0.06 0.071
Si 1.616 -1.045 21.722 -0.104 -0.258 -0.797
Si 3.75 1.27 21.731 0.315 0.181 -0.733
Si 1.629 4.411 21.891 -0.331 -0.197 -0.761
Si 3.832 6.634 21.675 0.165 0.037 -0.731
Si 1.061 9.346 21.681 0.189 0.027 -0.671
Si 4.486 12.481 21.999 -0.339 -0.215 -0.754
Si 6.526 -1.464 21.642 0.218 0.053 -0.747
Si 9.814 1.746 21.461 0.021 -0.17 -0.712
Si 6.837 4.044 21.378 0.008 0.059 -0.661
Si 9.818 6.78 21.854 -0.418 -0.136 -0.67
Si 7.069 9.699 21.799 -0.175 -0.211 -0.808
Si 9.268 11.889 21.518 -0.016 0.061 -0.742
Si 12.56 -1.228 21.522 -0.234 -0.061 -0.796
Si -1.594 1.049 21.735 0.255 0.329 -0.722
Si 11.996 3.895 21.587 0.264 0.095 -0.752
Si -1.177 7.18 21.762 -0.091 -0.217 -0.705
Si 11.843 9.255 21.838 0.338 0.232 -0.693
Si -1.266 11.955 21.67 0.073 0.32 -0.698
Si 13.232 10.816 23.831 0.003 0.04 -0.051
Si -2.273 6.812 30.397 0.071 -0.096 0.04
Si 6.738 5.243 24.042 -0.107 -0.076 -0.052
Si 5.481 2.685 23.605 -0.111 0.061 -0.086
Si 1.158 14.132 24.541 0.096 -0.009 -0.04
Si 4.55 9.546 26.594 0.008 -0.082 0.044
Si 11.436 9.294 27.959 0.01 0.081 -0.101
Si 9.15 7.459 27.222 0.007 -0.038 -0.06
Si -1.411 -1.445 25.833 -0.054 -0.032 -0.145
Si 1.553 10.305 30.243 0.178 -0.213 0.177
Si 9.054 5.071 29.009 -0.055 0.046 0.002
Si -0.098 3.929 24.372 0.13 0.111 -0.139
Si 12.36 13.786 24.399 0.059 0.029 0.075
Si 11.721 13.131 29.012 -0.027 -0.027 0.045
Si 3.619 -1.314 26.08 0.009 0.008 -0.001
Si 4.274 11.74 30.4 -0.039 0.141 0.193
Si 9.487 0.604 26.168 0.158 0.101 0.04
Si 1.254 0.368 30.633 0.14 0.056 0.13
Si 0.866 11.424 23.847 -0.108 -0.073 -0.25
Si 4.686 12.133 25.096 -0.015 0.033 -0.116
Si 8.517 -0.091 23.376 0.009 -0.01 -0.127
Si -1.308 1.375 24.865 -0.1 -0.015 -0.175
Si -1.52 5.47 26.306 0.06 -0.02 -0.016
Si 10.313 3.395 26.658 -0.085 -0.013 -0.172
Si -1.383 1.361 30.356 -0.069 0.165 0.097
Si 6.279 4.378 30.19 -0.001 -0.083 0.141
Si 5.52 8.038 23.96 0.008 0.044 -0.152
Si 7.617 12.902 25.427 -0.039 -0.077 0.133
Si 9.439 5.559 24.836 -0.006 -0.008 -0.181
Si 8.196 -1.987 31.571 0.101 0.002 -0.036
Si 5.887 14.136 29.678 -0.055 0.062 0.002
Si -1.114 11.74 30.384 -0.013 0.066 0.325
Si 4.315 2.727 28.269 0.037 -0.001 0.033
Si 12.311 1.289 26.433 -0.015 -0.014 -0.053
Si 9.761 13.693 23.661 0.107 0.025 0.139
Si -1.979 8.287 27.678 -0.108 -0.071 0.049
Si 7.421 -0.934 27.256 0.101 0.03 0.002
Si 4.965 6.976 30.897 -0.04 -0.131 0.052
Si -1.92 12.992 27.903 0.035 -0.072 -0.027
Si 5.466 1.098 26.009 -0.022 -0.062 0.007
Si 6.348 9.525 30.831 0.098 0.176 0.003
Si 13.785 5.214 23.657 -0.057 0.082 -0.092
Si 12.434 10.667 30.517 -0.113 0.128 0.066
Si 9.546 11.648 27.512 0.086 -0.073 0.046
Si -1.009 10.558 26.078 -0.089 0.007 -0.129
Si 2.212 4.787 28.966 -0.051 0.107 0.071
Si 12.392 -0.041 29.234 -0.029 0.023 -0.137
Si 2.538 3.113 31.443 0.152 -0.007 0.025
Si 10.382 -0.002 31.207 -0.081 0.01 0.174
Si 7.351 9.699 28.074 0.016 -0.011 -0.064
Si -0.98 4.253 29.041 0.082 0.093 0.031
Si 3.7 -0.313 29.064 0.101 0.093 -0.072
Si 11.129 6.055 31.225 0.079 0.012 0.138
Si 2.871 7.928 28.804 -0.056 -0.138 -0.105
Si 1.383 14.951 5.412 0 -0.012 -0.003
Si 4.066 1.334 5.43 0.01 -0.005 -0.008
Si 1.36 4.07 5.436 0.005 0.001 -0.013
Si 4.078 6.803 5.433 0.011 0.014 0.001
Si 1.359 9.542 5.468 -0.013 0.001 0.003
Si 4.089 12.259 5.413 -0.003 -0.006 -0.008
Si 6.769 14.959 5.428 0 0.015 -0.013
Si 9.515 1.361 5.469 0 0.013 0.007
Si 6.768 4.068 5.481 0.001 0.005 -0.002
Si 9.522 6.845 5.506 0.02 0.01 0.007
Si 6.804 9.539 5.408 -0.005 -0.002 -0.009
Si 9.519 12.215 5.419 0.014 0.003 -0.001
Si 12.233 14.962 5.469 0.012 0.006 0.006
Si 14.992 1.352 5.472 0 -0.021 -0.007
Si 12.254 4.101 5.482 -0.017 0.006 0.003
Si 14.917 6.796 5.454 -0.014 -0.025 0
Si 12.257 9.501 5.448 -0.003 -0.008 -0.003
Si 15.006 12.232 5.452 0.001 -0.013 0.013
Si 2.723 -0.019 6.8 0.003 0.001 0.007
Si 5.414 2.696 6.813 0.009 -0.003 -0.006
Si 2.718 5.439 6.792 0.001 -0.011 -0.007
Si 5.449 8.168 6.777 -0.003 -0.007 -0.004
Si 2.739 10.899 6.795 0.006 -0.018 0.005
Si 5.427 13.607 6.801 -0.011 0.016 0.009
Si 8.143 -0.01 6.797 0.006 -0.003 -0.001
Si 10.878 2.728 6.817 0.006 -0.009 0
Si 8.15 5.441 6.814 0.011 0 -0.007
Si 10.895 8.183 6.847 -0.025 -0.004 0.01
Si 8.153 10.884 6.795 -0.005 0.007 -0.006
Si 10.874 13.577 6.796 0.017 -0.003 -0.002
Si 13.607 -0.001 6.816 -0.006 0.001 0.001
Si 0.018 2.72 6.822 -0.009 0.005 0.002
Si 13.595 5.45 6.85 -0.015 0.017 -0.001
Si -0.018 8.164 6.795 0.001 0.009 -0.009
Si 13.62 10.874 6.794 0.008 -0.003 -0.003
Si 0.028 13.605 6.8 -0.01 0.003 -0.003
Si 1.369 1.346 8.166 -0.011 -0.004 -0.002
Si 4.069 4.075 8.16 -0.003 -0.005 0.002
Si 1.356 6.804 8.146 0.001 -0.002 -0.006
Si 4.087 9.522 8.145 0.01 0.019 0.003
Si 1.379 12.248 8.164 0.003 0.014 0.004
Si 4.081 14.959 8.173 0.001 0.004 0.009
Si 6.793 1.35 8.166 -0.004 0.003 0.004
Si 9.51 4.08 8.174 0 -0.003 0
Si 6.793 6.809 8.159 0.004 0 -0.004
Si 9.515 9.54 8.174 0.028 0.007 0.009
Si 6.794 12.245 8.152 0.005 -0.009 0.002
Si 9.513 14.948 8.148 -0.012 -0.007 -0.006
Si 12.244 1.363 8.167 0.007 0.014 0.001
Si 14.972 4.081 8.176 0.005 0.018 -0.002
Si 12.232 6.804 8.2 -0.007 -0.021 0.01
Si 14.96 9.519 8.17 -0.016 -0.011 0.002
Si 12.25 12.232 8.153 -0.01 0.001 -0.002
Si 14.968 14.95 8.161 -0.002 -0.007 -0.003
Si 0.003 -0.01 9.522 -0.009 0.003 0
Si 2.722 2.715 9.523 0.006 0.012 0.006
Si 0.009 5.447 9.521 -0.007 -0.008 -0.001
Si 2.719 8.164 9.504 0 -0.001 -0.005
Si 0.007 10.886 9.515 0.002 -0.004 -0.005
Si 2.727 13.6 9.534 0 0.003 0.006
Si 5.44 -0.003 9.532 0.004 -0.002 0.004
Si 8.151 2.711 9.527 0.003 -0.002 -0.003
Si 5.434 5.44 9.514 0.006 -0.001 -0.003
Si 8.155 8.165 9.52 0.002 -0.007 0.001
Si 5.439 10.88 9.51 -0.002 -0.006 0.002
Si 8.157 13.6 9.515 0.012 0.01 0.004
Si 10.876 -0.009 9.511 -0.001 -0.002 -0.008
Si 13.604 2.719 9.525 -0.009 0 0.003
Si 10.866 5.436 9.537 0 0.005 0.006
Si 13.603 8.167 9.538 0 0.004 0.004
Si 10.885 10.89 9.525 -0.011 0.013 0.003
Si 13.603 13.593 9.519 0.007 -0.008 0
Si 1.361 14.957 10.888 -0.003 0 -0.002
Si 4.083 1.362 10.887 0.003 -0.001 -0.001
Si 1.365 4.081 10.874 -0.001 -0.003 -0.003
Si 4.073 6.802 10.869 0.003 -0.009 0.005
Si 1.365 9.524 10.872 -0.005 0.003 0.005
Si 4.088 12.235 10.883 0.003 0 0.003
Si 6.804 14.955 10.885 0 -0.002 0
Si 9.515 1.344 10.88 0.007 0.005 0
Si 6.793 4.08 10.881 0.006 -0.002 0.004
Si 9.507 6.803 10.885 -0.001 -0.009 0.003
Si 6.791 9.523 10.875 0.001 0.015 -0.006
Si 9.523 12.25 10.877 0.003 -0.002 -0.002
Si 12.239 14.956 10.876 -0.007 0.003 0
Si 14.961 1.351 10.876 0.003 0.003 -0.001
Si 12.235 4.071 10.881 -0.004 0.009 -0.003
Si 14.969 6.803 10.881 0.001 0.001 0.004
Si 12.239 9.527 10.888 -0.001 -0.007 0.004
Si 14.963 12.238 10.882 -0.009 0.005 0.005
Si 2.724 -0.003 12.24 -0.004 0.006 0.004
Si 5.437 2.725 12.25 0.002 0.004 0.005
Si 2.717 5.444 12.235 -0.002 -0.002 0.003
Si 5.428 8.164 12.232 0.004 0.001 0.001
Si 2.722 10.881 12.238 0.002 -0.003 -0.004
Si 5.45 13.593 12.242 0.005 0.012 0.001
Si 8.161 -0.012 12.254 -0.004 -0.005 -0.001
Si 10.878 2.703 12.237 -0.008 -0.01 -0.002
Si 8.152 5.439 12.244 0 0.007 0.004
Si 10.871 8.166 12.235 0.001 -0.002 0.005
Si 8.152 10.891 12.22 0.018 -0.002 -0.002
Si 10.884 13.599 12.245 -0.008 0.007 -0.001
Si 13.6 -0.005 12.237 0.004 0.001 -0.003
Si 0.01 2.712 12.22 -0.006 0.015 -0.005
Si 13.599 5.44 12.223 -0.01 -0.015 0.004
Si 0.009 8.166 12.237 0.002 0.001 0.001
Si 13.605 10.88 12.249 -0.003 0.004 -0.001
Si -0.002 13.599 12.247 0.001 -0.003 0.002
Si 1.363 1.36 13.592 0.005 -0.007 -0.003
Si 4.065 4.085 13.603 0.01 0.008 0.003
Si 1.372 6.815 13.598 -0.008 -0.009 0.005
Si 4.074 9.523 13.603 -0.009 0.005 0.001
Si 1.363 12.239 13.6 -0.011 0.008 -0.002
Si 4.088 14.954 13.59 0.003 -0.011 -0.01
Si 6.795 1.355 13.605 0.011 0.007 0.004
Si 9.52 4.068 13.591 0.01 -0.011 -0.002
Si 6.784 6.805 13.592 -0.002 -0.01 0.003
Si 9.504 9.537 13.574 -0.025 0.023 -0.011
Si 6.808 12.237 13.606 0.006 -0.012 -0.009
Si 9.517 14.939 13.617 0.017 0.006 0.004
Si 12.237 1.346 13.602 -0.007 0.017 0
Si 14.967 4.073 13.559 0.008 -0.007 -0.018
Si 12.237 6.8 13.577 0.006 0.002 0.003
Si 14.966 9.514 13.604 0.008 -0.004 0.006
Si 12.247 12.243 13.608 -0.006 0 0.009
Si 14.961 14.966 13.605 -0.027 0.011 -0.002
Si 0.007 0.01 14.958 -0.002 -0.003 -0.004
Si 2.713 2.712 14.963 -0.011 0.008 0.006
Si -0.008 5.438 14.912 -0.011 -0.023 -0.011
Si 2.719 8.177 14.981 0.004 -0.002 0.007
Si 0.015 10.87 14.962 -0.003 0.003 0.002
Si 2.728 13.603 14.949 0.01 0.01 -0.005
Si 5.436 -0.012 14.96 -0.003 -0.009 0.001
Si 8.156 2.719 14.959 0.003 0.004 0.005
Si 5.408 5.464 14.957 0.01 -0.005 0.003
Si 8.141 8.188 14.928 0.032 0.007 0
Si 5.437 10.883 14.956 0.003 0.004 -0.008
Si 8.164 13.574 14.992 0.002 0.007 0.008
Si 10.883 -0.023 14.968 0 -0.003 0.006
Si 13.626 2.717 14.924 -0.004 0.008 0.001
Si 10.893 5.428 14.933 -0.013 -0.002 0.003
Si 13.59 8.15 14.947 -0.01 -0.012 0.002
Si 10.857 10.886 14.943 -0.001 -0.016 0.001
Si 13.612 13.602 14.97 0.021 0.015 0.001
O 8.191 3.022 32.994 0.074 0.022 -0.279
O 1.61 3.693 32.595 0.057 -0.095 0.002
O 9.624 -1.188 22.915 0.378 0.063 -0.406
O 8.949 13.124 32.301 0.084 -0.309 -0.346
O 6.436 9.133 23.198 -0.177 0.082 0.514
O 7.288 5.145 22.511 0.52 0.547 -0.129
O -0.046 8.271 22.271 -0.131 -0.203 0.18
O 7.07 -0.608 22.923 -0.344 0.054 0.487
O 1.725 8.913 29.416 -0.37 -0.177 -0.259
O 10.81 13.839 24.904 -0.257 0.143 0.573
O 0.336 10.713 25.196 0.316 -0.401 0.338
O 8.907 1.313 22.732 -0.199 0.498 0.309
O 5.482 4.216 24.18 -0.474 0.213 0.093
O 12.811 12.657 27.903 -0.062 -0.576 -0.432
O 4.299 11.896 23.523 -0.2 -0.279 0.218
O 3.976 7.803 29.955 0.12 0.451 0.248
O 0.925 -1.451 23.131 -0.545 0.107 0.082
O 14.333 6.63 23.081 -0.185 0.353 0.368
O 8.214 10.813 22.186 -0.166 0.028 0.182
O 8.234 13.289 23.995 -0.46 0.166 -0.356
O -0.334 2.602 25.276 0.493 -0.046 0.833
O 2.789 5.51 22.245 0.083 0.141 0.448
O -1.143 1.613 31.945 0.449 -0.029 -0.08
O -1.101 1.314 23.262 0.484 -0.013 0.213
O 6.392 6.76 24.41 0.263 -0.068 0.673
O 10.916 2.777 22.089 0.079 -0.185 0.337
O 13.481 3.22 32.987 0.08 -0.067 -0.418
O 10.248 12.832 28.381 -0.406 0.498 0.056
O 0.204 11.043 29.803 -0.127 0.171 -0.352
O 9.496 6.878 25.763 0.295 0.479 -0.205
O 2.678 -2.234 32.905 0.006 -0.034 -0.327
O 11.614 4.832 32.159 -0.109 -0.037 -0.204
O -1.048 12.247 31.927 0.51 0.026 -0.16
O -1.269 11.916 26.903 0.036 0.204 -0.073
O 9.288 -1.116 30.743 -0.073 -0.056 -0.442
O 11.561 -0.709 32.075 -0.108 -0.163 -0.275
O 5.491 13.749 22.241 -0.174 0.192 0.458
O 6.293 4.209 31.807 -0.346 -0.116 0.04
O 2.302 -0.539 29.823 -0.261 -0.374 -0.089
O 1.038 -0.32 32.08 -0.499 0.096 -0.104
O 4.061 2.061 23.15 -0.52 0.205 0.309
O -0.305 13.909 25.18 -0.089 -0.343 0.263
O 10.852 8.002 22.124 -0.075 0.095 0.224
O 2.734 0.068 22.144 0.138 0.037 0.515
O 14.164 10.185 24.984 -0.05 -0.282 -0.053
O 3.865 1.279 28.847 -0.025 -0.012 0.326
O 13.435 -1.626 25.176 -0.107 0.239 0.212
O -1.6 6.975 26.829 0.054 0.184 -0.074
O -1.398 2.783 29.574 -0.346 -0.029 -0.27
O 12.431 6.692 30.505 -0.093 -0.011 -0.173
O 1.175 3.866 23.381 0.356 -0.437 0.389
O 9.696 6.029 23.31 0.26 0.019 0.088
O 4.302 13.617 25.617 0.188 0.122 0.22
O 8.099 8.671 27.081 -0.084 0.133 -0.45
O 10.69 11.405 33.153 -0.052 0.117 -0.507
O 8.867 12.193 26.161 0.405 -0.16 -0.22
O 0.03 5.783 32.979 0.07 -0.016 -0.48
O 1.589 10.296 22.924 0.475 0.04 0.396
O 10.087 5.505 30.151 -0.083 -0.031 0.267
O 4.271 6.394 32.24 0.155 -0.676 0.05
O 4.928 12.851 29.41 0.005 -0.037 -0.609
O 13.915 11.014 22.362 -0.314 -0.359 -0.322
O 8.353 8.595 33.099 -0.024 0.118 -0.191
O 6.167 1.709 24.686 0.639 -0.075 0.038
O 5.649 5.854 29.974 0.172 0.243 -0.305
O 5.43 0.525 33.027 -0.063 0.168 -0.33
O 6.307 11.985 25.257 0.188 -0.551 0.065
O 12.77 0.458 27.74 0.178 0.026 -0.076
O 13.463 1.548 25.329 -0.252 0.214 -0.326
O -2.312 10.681 30.167 0.025 -0.338 -0.307
O 11.626 9.728 29.497 -0.304 -0.313 0.153
O 11.768 2.737 26.892 0.502 0.47 0.159
O 12.226 14.328 22.899 -0.263 -0.077 -0.12
O 12.079 -1.638 29.296 0.214 -0.151 0.167
O 0.633 4.431 28.928 0.084 -0.234 0.046
O 5.102 10.371 30.281 -0.211 -0.298 -0.496
O 9.252 2.185 26.411 -0.456 0.209 0.166
O 4.365 0.011 25.516 -0.231 0.134 -0.456
O 5.985 8.087 31.473 0.188 -0.295 0.383
O 13.504 14.028 32.868 0.127 -0.128 -0.464
O 11.063 0.436 25.818 -0.05 -0.234 -0.323
O 7.283 9.134 29.584 0.284 -0.493 0.013
O -1.377 4.113 23.371 0.075 -0.514 -0.371
O 4.318 12.301 31.921 0.424 -0.344 -0.206
O 4.913 -0.915 29.967 0.052 0.098 0.642
O 10.332 7.118 32.146 0.2 0.341 -0.162
O 7.218 14.3 26.097 -0.509 0.024 -0.345
O 12.45 4.737 22.913 -0.12 0.075 0.456
O 6.309 2.732 22.219 0.299 -0.485 -0.068
O 7.793 4.302 29.645 0.184 -0.487 -0.012
O 3.496 8.677 27.494 -0.027 -0.149 -0.439
O 2.794 4.37 30.443 0.303 0.406 0.113
O 3.1 3.795 28.02 0.064 -0.067 -0.727
O 8.941 -0.345 27.381 0.486 -0.042 0.529
O 12.341 9.962 31.966 0.006 -0.294 -0.117
O 7.569 -0.919 32.575 0.406 0.129 0.034
O 12.872 8.896 27.336 -0.039 0.19 -0.467
O 6.913 13.698 30.839 -0.261 -0.425 0.317
O -1.71 7.333 31.832 0.103 0.639 -0.292
O 8.573 0.092 24.955 -0.582 -0.314 0.132
O 5.87 9.898 27.47 0.047 0.282 0.121
O -0.836 0.041 25.629 0.267 0.008 0.546
O -1.611 4.456 27.559 -0.223 -0.322 -0.114
O 11.045 0.628 29.865 -0.275 0.355 -0.236
O 10.508 7.982 27.914 0.388 -0.505 0.204
O 13.614 0.469 30.157 -0.016 -0.005 0.322
O 6.481 0.356 27.009 0.092 0.315 0.491
O 12.811 12.248 24.421 -0.002 0.069 0.392
O 1.336 10.09 31.833 -0.075 -0.018 -0.237
O 12.065 9.793 23.388 -0.065 -0.15 0.429
O 13.538 -0.022 21.978 0.035 -0.036 0.388
O 6.933 10.399 32.056 0.283 0.475 0.024
O -0.269 12.199 22.953 -0.195 0.491 0.177
O -1.9 7.89 29.247 0.11 0.193 0.08
O 8.499 6.345 28.188 -0.644 -0.035 -0.047
O -0.153 5.171 25.437 0.525 0.184 0.248
O 3.656 -1.165 27.689 -0.014 -0.335 0.156
O 7.978 4.851 24.986 -0.174 -0.541 0.322
O 1.815 12.659 24.304 0.548 -0.119 0.237
O 4.394 7.478 22.948 -0.281 0.03 0.178
O 8.256 11.029 28.279 -0.087 0.235 0.306
O 11.889 12.206 30.356 -0.294 0.297 0.269
O 9.759 1.161 32.132 -0.063 0.075 -0.262
O -0.148 0.448 29.851 -0.14 -0.483 -0.732
O 9.864 4.139 27.994 -0.026 -0.289 0.146
O 4.001 10.975 26.021 -0.611 0.116 -0.019
O 4.888 8.655 25.292 -0.353 -0.305 0.126
O 10.67 10.509 27.187 0.133 0.016 -0.273
O -1.381 13.004 29.42 0.076 0.632 0.157
O 3.865 2.468 32.115 0.416 0.233 -0.416
O -0.899 9.387 27.186 0.559 -0.175 0.504
O -1.583 -1.838 27.38 0.038 0.21 0.505
O 2.105 -1.329 25.519 -0.159 0.417 0.28
O 13.566 5.276 25.259 -0.671 -0.166 0.297
O 4.892 2.395 26.795 0.126 0.518 -0.357
O 1.764 1.904 30.721 -0.004 0.093 -0.452
O 6.925 -1.731 28.545 0.142 -0.121 -0.026
O 2.799 8.43 33.039 -0.042 0.213 -0.378
O 10.437 4.421 25.405 0.481 -0.122 -0.299
O 2.771 11.339 29.967 -0.016 0.309 -0.223
O 2.372 6.374 28.567 0.041 0.025 -0.063
O 5.395 3.328 29.328 0.088 -0.063 -0.038
O -1.601 5.378 30.035 -0.024 -0.19 0.25
O 10.241 12.51 22.679 0.664 -0.236 0.19

Results
total energy: -101652.306 eV
total energy less fixed offsets of O -438.35, Si -107.03 eV per atom: 0.894 eV
